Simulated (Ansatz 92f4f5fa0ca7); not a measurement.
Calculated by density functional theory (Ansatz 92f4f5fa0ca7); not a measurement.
Periodic cell of 220 atoms, Si132O88, from a study of silicon, its oxide and their interface. The atomic structure is a simulated model.
This geometry differs little from another in the collection (a relaxation step or a small displacement).

Settings
functional: r2SCAN
potential files: Ansatz PAW
basis: plane waves
wave-function cutoff: 800 eV
density cutoff ratio: 5
exchange-correlation grid ratio: 1
k mesh: 1 x 1 x 1, shifted by 0.5 0.5 0 of a step
self-consistency stop: 1e-10 eV per atom in the density residual
occupations: fixed
spin: none
net charge: 0

Cell vectors (angstrom)
a  10.888  0  0
b  0  10.888  0
c  0  0  31.6284

Atoms and the computed forces on them: element, x, y, z (angstrom), force x, y, z (eV/angstrom)
Si  0.0715  -0.2588  0.301  -0.0009  0.0009  0.0016
Si  2.1754  2.255  -0.3466  -0.0015  0.0001  0.004
Si  -0.2221  5.8585  -0.2694  -0.0013  -0.0004  -0.0008
Si  -1.022  7.5165  -1.9552  0.0003  -0.0034  0.0076
Si  4.1836  -1.3682  1.4702  -0.0013  0.0005  0.0004
Si  7.8597  3.1656  0.3106  -0.0013  0.0007  -0.0011
Si  6.1086  4.7991  0.0829  -0.0006  -0.0001  0.0026
Si  6.7893  6.7222  1.3139  -0.0014  0.0017  -0.0008
Si  1.2678  1.2767  1.5266  -0.0008  0.0007  -0.0001
Si  4.1959  4.0719  1.2634  0.0013  -0.0015  0.0004
Si  2.7336  5.4561  2.5753  -0.0014  -0.0004  0.0002
Si  5.3922  10.4378  -0.2495  0.0006  -0.0025  0.0022
Si  6.7588  1.5302  1.4844  -0.0024  -0.0006  0.0004
Si  9.5706  4.3292  1.2632  0.0012  -0.0002  -0.0007
Si  7.8086  8.4012  0.044  -0.0011  -0.0003  0.0004
Si  9.372  9.4444  1.4604  0.0002  -0.0004  -0.0032
Si  -0.0366  2.8392  2.6647  -0.0011  0.0004  -0.0013
Si  2.7199  -0.0495  2.7774  -0.0003  0  -0.0015
Si  -0.1034  8.1233  2.7951  0.0002  0.0002  -0.0007
Si  1.1706  6.7737  1.3568  -0.001  -0.0011  -0.0022
Si  5.3267  2.7253  2.8546  -0.0014  -0.0009  -0.0013
Si  8.0911  0.031  2.7391  -0.0026  0.001  -0.0005
Si  5.4769  8.098  2.7747  0.0015  -0.0007  -0.0012
Si  8.1814  5.4945  2.7615  0.0007  -0.0014  -0.0003
Si  1.3943  4.1149  4.0201  -0.0011  -0.0004  -0.0003
Si  4.0377  1.307  4.1705  -0.0002  0.0009  0.0003
Si  1.3097  9.5077  4.1002  -0.0003  -0.0006  -0.0004
Si  4.0368  6.786  4.0676  0.0005  -0.0001  -0.0002
Si  6.787  4.1037  4.0973  -0.0005  -0.0003  -0.0009
Si  9.4796  1.4431  4.0392  0.0011  -0.0004  0
Si  6.8038  9.5052  4.1116  0.0003  0.0009  -0.0005
Si  9.4966  6.7908  4.188  -0.0007  -0.0007  -0.0002
Si  -0.0389  0.047  5.4102  0.0002  0.0002  0.0004
Si  2.6878  2.7353  5.4347  -0.0006  -0.0006  0.0004
Si  0.0249  5.4194  5.4478  0.0007  0  0
Si  2.6887  8.1562  5.4521  -0.0008  -0.0004  -0.0008
Si  5.4404  -0.0392  5.4768  -0.0011  -0.0012  0.0003
Si  8.14  2.7379  5.4625  -0.0004  -0.0013  -0.0002
Si  5.4162  5.4497  5.4483  -0.0009  0  0.0006
Si  8.1441  8.1748  5.4891  0.0001  0  0.0003
Si  1.3311  1.3967  6.789  0  -0.0009  -0.0005
Si  4.0783  4.0571  6.7986  -0.0012  0.0001  -0.0003
Si  1.3522  6.7924  6.8182  -0.0013  -0.0003  0
Si  4.0744  9.5044  6.8221  -0.0008  -0.0002  -0.0002
Si  6.7967  1.345  6.8128  -0.0006  0.0001  -0.0005
Si  9.5328  4.0823  6.8096  -0.0012  -0.0011  -0.0009
Si  6.7857  6.805  6.8197  -0.0012  -0.0009  -0.0002
Si  9.5091  9.5495  6.7896  -0.0007  -0.0009  -0.0004
Si  0.0011  2.7439  8.1812  -0.0014  -0.0008  0.0004
Si  2.7373  0.0557  8.124  -0.0004  -0.0009  -0.0006
Si  -0.0408  8.1649  8.1393  0  -0.0015  -0.0004
Si  2.739  5.4352  8.1526  -0.0004  -0.0008  0.0001
Si  5.451  2.7129  8.1697  -0.0013  -0.0015  -0.0003
Si  8.154  -0.0141  8.1689  -0.0013  -0.0009  0
Si  5.4375  8.1416  8.1892  -0.0013  -0.0006  0.0003
Si  8.1699  5.4435  8.1662  -0.0007  -0.0007  -0.0004
Si  1.3751  4.1215  9.5359  -0.0001  0.0002  0.0003
Si  4.1005  1.3822  9.5579  -0.0015  0.0002  -0.0008
Si  1.3575  9.5576  9.3896  -0.0003  -0.0011  -0.0014
Si  4.1212  6.7382  9.5366  0.0001  -0.0015  -0.0003
Si  6.8119  4.0792  9.5229  -0.0016  -0.0003  -0.001
Si  9.5203  1.3606  9.4879  -0.001  -0.0012  0.0003
Si  6.8038  9.5027  9.5416  -0.0013  -0.0012  0.0003
Si  9.5134  6.7936  9.5552  -0.0017  0  -0.0008
Si  0.047  0.0174  10.7718  -0.0002  -0.002  0.0007
Si  2.7825  2.8306  10.8994  0.0018  -0.0016  -0.0001
Si  0.0364  5.4748  10.9327  0  -0.001  0.001
Si  2.6965  8.1777  10.6888  -0.0019  -0.0006  0.0007
Si  5.4456  -0.0358  10.9051  -0.0012  -0.001  0.0006
Si  8.1751  2.7116  10.8491  -0.0014  -0.0016  0.0009
Si  5.4847  5.3893  10.966  -0.0012  0  0.0005
Si  8.1231  8.1172  10.9278  -0.0001  -0.0026  0.0006
Si  1.409  1.4037  12.0984  -0.0002  0.0002  0.0011
Si  4.1039  4.1224  12.4342  -0.0007  -0.0018  0.0003
Si  3.0908  5.9787  13.6436  0  0.0016  0.0032
Si  4.9358  7.7967  13.5994  -0.0025  -0.004  0.0023
Si  6.8315  1.3594  12.2227  0.0008  -0.0007  0.0001
Si  9.5403  4.0424  12.2201  -0.0013  -0.0017  0
Si  6.7678  6.7706  12.3932  0.0001  0.0001  -0.0008
Si  9.6245  9.4936  12.0878  -0.0006  -0.0015  0
Si  0.0681  2.6745  13.5382  0.0024  0.0019  0.0048
Si  2.6892  -0.016  13.4295  0.0003  -0.0033  -0.0002
Si  1.0214  10.1315  14.9186  0.0001  0.0001  -0.0019
Si  1.4598  6.9263  12.197  0.0001  0.0005  -0.0003
Si  4.4066  0.7001  14.8338  -0.0012  0.0008  -0.0005
Si  8.9084  2.4067  17.0155  0.0012  0.0006  -0.0037
Si  4.0063  9.4157  12.1305  -0.0009  -0.0017  0.0001
Si  10.9958  8.3036  13.5907  0.0002  -0.0014  0.0009
Si  1.1875  5.2066  15.0093  -0.0001  -0.0059  -0.0023
Si  6.8854  3.9019  15.0096  -0.0005  -0.0028  -0.0016
Si  -0.8622  6.5394  14.7401  -0.0027  -0.0009  0.0015
Si  0.2351  4.5726  17.7702  -0.0007  0.0016  -0.0041
Si  5.4507  2.5709  13.7183  -0.0018  -0.0006  0
Si  8.3179  -0.0335  13.4118  -0.0019  -0.0021  0.0028
Si  5.87  9.6597  14.8911  0.0015  -0.0005  -0.0039
Si  8.2461  5.3626  13.6647  -0.001  -0.0002  0.0005
Si  -3.6114  -2.9678  19.6836  -0.0002  -0.0007  -0.0047
Si  10.0623  1.3069  27.1847  -0.0001  0.0008  0.0029
Si  -8.8203  8.2088  31.4527  -0.0041  -0.0015  0.0029
Si  6.6859  -7.3499  21.9401  0.0003  -0.0007  -0.0028
Si  5.5139  5.4432  28.6663  -0.0004  -0.0005  0.0066
Si  24.7531  10.5456  17.3194  -0.0005  -0.0015  -0.0032
Si  11.0177  -8.8997  24.6062  -0.0012  0.0019  -0.0026
Si  10.0733  11.7198  14.762  -0.0025  -0.0013  0.0008
Si  9.277  -9.639  19.6847  0.0003  0.0031  -0.0032
Si  5.0927  0.7812  26.857  -0.0011  0.0003  0.0022
Si  -0.7901  -11.7996  23.8421  0.0006  0.0001  -0.0013
Si  -9.7023  -1.8041  21.8886  0.0015  0.001  -0.0009
Si  7.8939  8.5255  25.6071  0.0013  -0.0015  0.0004
Si  -16.1562  -5.6663  19.9105  -0.0019  -0.0002  -0.0025
Si  9.3147  9.4993  21.0437  -0.001  -0.0013  -0.0015
Si  15.1298  5.1072  22.4343  -0.0004  -0.0012  -0.0009
Si  -14.306  -5.3089  26.4469  0.0001  0.0001  0.0041
Si  8.9588  -4.3359  17.634  0.0014  -0.0008  -0.0051
Si  11.6691  -1.3237  28.0343  -0.0002  -0.0014  0.0036
Si  -1.7555  -9.6242  29.8108  0.0004  0.0041  0.0068
Si  3.0672  -3.2645  23.6081  0.0007  0.0004  0.0005
Si  0.9106  4.5365  29.8053  -0.0027  0.0006  0.0053
Si  -16.5832  -1.0682  24.4222  -0.0001  0.0004  0.0004
Si  16.2883  8.7174  17.5987  -0.0009  0.0009  -0.0042
Si  -5.7335  3.7328  26.2424  -0.0001  0.0008  0.0009
Si  -7.5758  11.0295  29.1719  -0.0002  -0.0007  0.0045
Si  2.7294  0.608  20.3744  0.0006  -0.0009  -0.0044
Si  16.9257  5.6805  17.1519  -0.0014  -0.0002  -0.0039
Si  -5.8804  1.0354  22.3401  0.0004  -0.0009  -0.0018
Si  -3.0854  -0.2993  27.6732  -0.0019  -0.001  0.0045
Si  1.4306  -14.6197  26.2708  0.0003  -0.0002  0.0014
Si  13.7867  -4.3627  28.96  0.0084  0.002  0.0046
Si  -7.7671  2.9675  23.97  -0.0002  -0.0015  0.0002
Si  -12.2593  -7.8499  22.0713  0.0025  -0.0015  -0.002
Si  11.6851  13.7354  20.0814  0.0014  0.0009  -0.0039
Si  10.1758  5.4318  27.4091  0.0006  0.0007  0.0037
O  -7.8759  4.1294  -8.7912  0.0012  0  0.0008
O  -15.3184  -6.9569  -11.2401  -0.0006  -0.0009  0.0022
O  -3.0631  -3.9731  -6.0186  -0.0009  -0.0001  -0.0001
O  -12.6305  -11.2381  -11.8223  0.0009  0  0.0014
O  -7.323  8.4485  0.3571  0.0012  0.0013  -0.0016
O  -6.9148  1.7501  -8.2746  -0.0002  0  0.0001
O  1.238  9.6084  -0.2604  0.0007  0.0004  -0.0017
O  -0.2096  2.3703  -5.4881  -0.0002  -0.0007  -0.0023
O  5.9523  1.027  0.1064  0.0018  0.0009  -0.0014
O  2.1088  -8.7924  -10.9817  -0.0009  -0.0009  0.0007
O  -2.8638  -2.3663  -10.6508  0.0014  -0.0003  0.0003
O  9.2733  -11.5054  -9.1569  -0.0001  -0.0008  0.0021
O  4.7641  4.3712  -3.9401  0.0008  -0.0009  -0.0026
O  19.1179  2.3662  -1.0816  0.0013  -0.004  -0.0023
O  22.7974  3.09  -1.1273  -0.0001  0  -0.0019
O  -0.7933  3.5075  17.1039  -0.0006  -0.0022  0.0009
O  -4.0898  5.9993  27.8665  0.0008  -0.0001  -0.0036
O  14.7526  -12.5659  17.6165  -0.0014  0  0.0009
O  7.6474  5.6166  17.4024  -0.0018  0.001  0.0012
O  -1.9721  1.8447  21.1449  0.0019  -0.0001  0.0011
O  1.2732  -5.7821  16.6478  -0.0024  -0.0017  0.0042
O  -4.3157  -4.3625  20.0776  -0.0014  -0.001  0.0002
O  6.3968  15.5158  25.677  0.0002  -0.0003  0.001
O  6.199  -1.3127  16.4944  0  -0.0032  0.0026
O  12.536  -11.6888  16.4762  0.0014  -0.0015  0.0013
O  10.1637  -5.1427  18.357  0.0005  -0.0043  -0.0004
O  28.3003  -12.7067  24.9365  0  0  0.0001
O  7.6931  13.8847  16.1215  0  0  0.002
O  17.183  1.9823  22.1111  -0.0002  0.0005  0.0004
O  3.8195  0.7251  16.4074  -0.0005  -0.0025  0.0004
O  -16.0989  -19.5523  26.4484  0.0005  -0.0008  0.0002
O  5.4778  7.1856  17.0801  0.002  -0.0039  0.0009
O  8.8615  4.7782  26.7227  -0.0012  -0.0003  -0.0015
O  -0.274  11.3166  24.5522  0.0002  0.0018  -0.0023
O  10.0631  -8.185  23.5374  0.0011  -0.0012  0.0018
O  3.863  -7.246  25.2593  0.0003  -0.001  -0.0005
O  15.1372  0.6719  20.9452  -0.0004  -0.0007  0.0009
O  6.1147  -2.0215  19.0472  0.0026  -0.0025  0.0006
O  17.1191  10.8473  27.6177  0.0007  -0.0009  -0.0006
O  10.7648  8.7305  20.9644  0.0005  -0.0006  0.0014
O  12.5552  13.2649  24.3333  -0.0024  -0.0012  0.0003
O  -12.147  6.623  28.3564  -0.0012  -0.0016  -0.0044
O  0.6012  -1.5919  23.3857  -0.0015  0.0037  -0.0002
O  33.7983  3.942  18.9501  -0.0009  -0.0027  0.0012
O  24.4388  0.2943  18.7803  0.0014  -0.0003  0.0029
O  3.9402  -2.0305  24.1385  0.0003  -0.0006  0.0007
O  5.6572  4.4163  22.8338  -0.0001  -0.0008  -0.0018
O  -8.4683  -16.7095  29.4784  0.0015  0.0013  -0.0001
O  -15.9834  -6.0114  15.782  -0.0004  0.0009  0.0036
O  25.8968  28.2347  23.2733  -0.0003  -0.0007  0.0005
O  2.2988  -2.9445  22.1933  0  0.0004  0.0009
O  -2.4844  -8.9803  18.4828  0.0006  -0.0005  0.0005
O  -2.6035  -10.8747  29.1881  -0.0023  -0.0008  -0.0052
O  -10.7478  0.0519  27.5052  -0.0014  -0.0003  -0.0015
O  0.9153  -13.1513  26.7161  -0.0006  -0.0002  -0.0008
O  -11.0545  -2.0764  29.1397  0.0013  0.0027  -0.0044
O  9.5272  22.8806  16.2914  0.0001  -0.0012  -0.0007
O  -8.654  -11.8374  28.6557  -0.0029  0.0018  -0.002
O  5.2407  -5.9077  18.3675  0  0.002  0.0001
O  -15.127  20.3261  31.2245  -0.0041  0.0027  -0.0002
O  -1.6945  -1.8556  24.7777  0.0008  0.0008  -0.0013
O  -12.2629  7.0895  16.2206  -0.0009  -0.0025  0.0011
O  -2.6843  3.9462  22.3374  -0.0023  -0.001  -0.0009
O  4.5505  -0.5192  29.9862  -0.0011  0.0019  -0.0021
O  -6.3886  -4.2364  29.0193  0.0022  -0.0004  -0.0016
O  -2.4576  -2.8994  30.2227  0.0004  -0.0005  -0.0032
O  2.0784  -3.7296  24.7988  -0.0004  -0.001  -0.0004
O  -6.2224  -0.0304  25.5382  0.0011  0.0006  -0.0001
O  -0.0942  14.4831  21.226  -0.0018  -0.0019  0.0003
O  8.454  -3.1359  18.575  -0.0013  -0.0023  0.0016
O  -20.7251  -18.1043  14.4322  -0.0038  0.0008  0.0018
O  32.0444  0.6014  30.7336  -0.0012  0.0026  -0.002
O  -8.401  -4.1607  27.4171  -0.0016  -0.0004  -0.0018
O  -1.0756  2.058  28.5835  0.0005  -0.0001  -0.0034
O  1.8905  10.3863  21.2199  -0.0009  -0.0027  0.0011
O  10.8162  1.6567  19.3951  -0.0006  -0.0021  0.0022
O  -10.6619  6.0713  26.2528  0.001  0.0004  -0.0011
O  -3.5389  -1.0994  14.2273  0.0009  0.0032  0.0008
O  -2.835  -1.808  27.1313  0.0002  0.0023  0.0001
O  3.3866  3.2299  31.7349  -0.0005  -0.0007  -0.0022
O  11.0265  4.4549  28.3705  0.0016  0.0004  -0.0005
O  -7.0444  -9.9592  27.8607  0.0013  -0.0012  -0.0024
O  4.2918  5.3799  20.8311  0.0007  0.0001  0.0018
O  -5.3393  -0.3083  23.0422  -0.0014  -0.0003  0.001
O  24.4344  12.076  30.1865  0.0002  -0.0028  -0.0041
O  2.1967  7.5847  29.9535  -0.0001  0.0011  -0.003
O  5.9389  4.8072  30.0768  -0.001  0.0005  -0.0031
O  -2.2661  0.716  26.6894  0.0004  -0.0017  -0.001

Results
free energy: -134620.753 eV
free energy less fixed offsets of O -570.45, Si -639.56 eV per atom: 0.767 eV

The program warned: the cutoff lies below the one the program advises for these potential files; the forces do not sum to zero within the program's tolerance; empty levels may hold ghost states of the PAW files; the exchange-correlation potential is rough where the density is thin.
